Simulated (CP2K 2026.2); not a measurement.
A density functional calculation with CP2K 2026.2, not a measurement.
Periodic cell of 510 atoms, Si352O158, from a study of silicon, its oxide and their interface. The atomic structure is a simulated model.
Doubt: the forces sum to 2.03 eV/angstrom along one axis rather than to zero, so they err by at least 0.0040 eV/angstrom per atom on average; the grid cutoff is modest.

Settings: functional PBE; method Gaussian and plane waves; basis set DZVP-MOLOPT-SR-GTH; pseudopotentials GTH-PBE; grid cutoff 350 Ry, relative cutoff 50 Ry; k points Gamma only; occupations fixed; spin none; net charge 0.

Cell vectors (angstrom)
a 15.3866 0 0
b 0 15.3867 0
c 5.6107 -1.5765 39.306

Atoms and the computed forces on them: element, x, y, z (angstrom), force x, y, z (eV/angstrom)
Si 5.626 -1.212 33.189 -0.059 -0.2 0.874
Si 5.519 1.91 33.175 0.07 0.194 0.851
Si 5.514 6.499 33.215 0.127 -0.193 0.839
Si 5.657 9.59 33.249 -0.121 0.173 0.837
Si 9.487 -1.154 33.087 0.01 -0.32 0.806
Si 9.465 1.979 33.363 -0.119 0.14 0.821
Si 9.5 6.398 33.182 -0.117 -0.254 0.778
Si 9.494 9.534 33.267 -0.006 0.15 0.811
Si 13.356 13.489 33.144 -0.046 0.176 0.8
Si 13.212 2.662 33.275 0.1 -0.139 0.797
Si 13.245 5.806 33.203 0.126 0.179 0.779
Si 13.294 10.328 33.142 0.104 -0.168 0.782
Si 17.108 13.993 33.268 0.085 -0.131 0.745
Si 17.045 1.769 33.057 0.035 0.295 0.8
Si 17.149 6.999 33.259 -0.132 0.209 0.737
Si 17.144 9.447 33.35 -0.002 -0.295 0.628
Si 7.573 13.838 34.445 -0.015 0.007 -0.056
Si 7.451 2.244 34.514 -0.002 -0.012 -0.035
Si 7.507 6.111 34.442 -0.004 -0.002 -0.034
Si 7.564 9.884 34.56 -0.017 0.005 -0.049
Si 11.393 13.818 34.424 0.004 -0.008 -0.048
Si 11.365 2.299 34.66 -0.008 0.004 -0.024
Si 11.368 6.101 34.571 0.004 -0.006 -0.005
Si 11.415 9.958 34.53 0.003 0.014 -0.017
Si 15.194 13.793 34.575 0.006 -0.016 -0.026
Si 15.2 2.262 34.466 -0.006 0.004 -0.027
Si 15.23 6.2 34.438 0.04 -0.032 -0.033
Si 15.189 9.963 34.528 0.017 0.006 -0.008
Si 19.086 13.812 34.506 0.007 0.015 -0.037
Si 18.956 2.231 34.42 0.004 0.001 -0.059
Si 18.993 6.245 34.535 -0.003 -0.011 -0.069
Si 19.095 9.921 34.559 0.024 -0.002 -0.051
Si 7.516 0.329 35.889 0.002 -0.005 0.051
Si 7.484 4.198 35.821 0.003 -0.01 0.013
Si 7.541 7.977 35.919 -0.005 0.001 0.04
Si 7.539 11.889 35.803 -0.01 0 0.022
Si 11.413 0.308 35.889 0 -0.003 0.029
Si 11.32 4.222 35.967 -0.011 -0.004 0.046
Si 11.421 8.04 35.907 0.017 0 0.023
Si 11.34 11.912 35.84 -0.007 -0.001 0.041
Si 15.155 0.363 35.882 -0.012 0.001 0.017
Si 15.278 4.23 35.795 -0.048 0 0.008
Si 15.138 8.049 35.903 -0.007 0.011 -0.007
Si 15.234 11.872 35.907 0.008 -0.002 0.027
Si 19.017 0.353 35.873 0.002 -0.011 0.05
Si 18.996 4.207 35.757 0.047 -0.015 0.009
Si 19.073 8.065 35.998 -0.016 0.017 0.04
Si 19.086 11.884 35.85 0.002 0.013 0.021
Si 5.574 0.341 37.226 -0.008 0.005 -0.014
Si 5.546 4.202 37.156 -0.019 -0.009 -0.005
Si 5.627 8.025 37.298 0.008 0.001 0.007
Si 5.624 11.887 37.199 0.009 0.001 -0.008
Si 9.455 0.337 37.225 -0.008 0.024 -0.019
Si 9.377 4.204 37.257 0.01 0.002 0.006
Si 9.471 8.027 37.249 -0.001 -0.003 -0.015
Si 9.431 11.895 37.213 0.017 0.002 -0.005
Si 13.286 0.338 37.285 0.009 -0.004 0.024
Si 13.329 4.215 37.199 0.014 -0.022 -0.025
Si 13.283 8.034 37.313 -0.006 0.006 0.038
Si 13.274 11.889 37.219 -0.006 0.001 -0.024
Si 17.099 0.348 37.229 0.006 -0.004 -0.02
Si 17.142 4.205 37.212 -0.015 0.001 -0.003
Si 17.093 8.06 37.255 0.012 0.002 0.003
Si 17.166 11.887 37.239 -0.016 -0.006 -0.006
Si 5.589 13.802 38.581 -0.002 -0.003 0.002
Si 5.579 2.285 38.554 0.013 0.005 -0.002
Si 5.581 6.083 38.601 -0.006 -0.004 -0.002
Si 5.619 9.98 38.6 -0.014 0.004 0.005
Si 9.435 13.807 38.589 -0.003 -0.001 0.008
Si 9.43 2.266 38.587 0.005 -0.006 0.009
Si 9.431 6.116 38.62 0.005 -0.002 -0.001
Si 9.441 9.97 38.583 -0.003 0.003 0.011
Si 13.294 13.791 38.613 -0.013 -0.002 0.011
Si 13.295 2.296 38.585 -0.019 0.003 0.006
Si 13.299 6.094 38.624 0.007 -0.003 0.002
Si 13.277 9.986 38.615 0.008 0.002 0.009
Si 17.131 13.812 38.594 -0.002 -0.006 0.006
Si 17.127 2.28 38.577 0.001 -0.002 0.01
Si 17.127 6.12 38.591 0.004 0.012 0.011
Si 17.131 9.977 38.614 0.002 -0.009 0.007
Si 1.919 -0.001 11.578 0.003 -0.001 0
Si 1.912 3.854 11.597 0.002 0.001 0.003
Si 1.918 7.63 11.554 -0.016 -0.004 0.003
Si 1.932 11.567 11.523 -0.008 -0.001 -0.009
Si 5.747 0.013 11.572 0.002 0.015 -0.004
Si 5.746 3.859 11.57 0.005 -0.012 -0.005
Si 5.74 7.646 11.534 0.002 -0.005 -0.009
Si 5.736 11.59 11.526 -0.006 -0.002 -0.01
Si 9.602 -0.001 11.555 -0.004 0.011 -0.007
Si 9.614 3.857 11.581 -0.012 -0.007 -0.001
Si 9.601 7.63 11.531 0.006 -0.003 -0.009
Si 9.596 11.573 11.508 0.011 0.003 -0.015
Si 13.439 -0.005 11.538 0 0.012 -0.009
Si 13.44 3.857 11.554 0.009 -0.012 -0.013
Si 13.423 7.633 11.51 -0.004 0.018 -0.026
Si 13.426 11.574 11.5 -0.002 -0.011 -0.015
Si 1.928 1.923 12.946 -0.018 -0.008 0.012
Si 1.902 5.749 13.018 -0.005 0.005 0.012
Si 1.948 9.606 12.806 -0.018 0.01 0.006
Si 1.934 13.46 12.945 -0.001 0.008 0.006
Si 5.753 1.942 12.931 0.014 0.006 0.016
Si 5.736 5.756 12.97 -0.004 0.02 0.019
Si 5.712 9.621 12.79 0.015 0.003 0.001
Si 5.743 13.491 12.953 0.005 -0.008 0.027
Si 9.611 1.92 12.918 -0.002 -0.017 0.002
Si 9.632 5.755 12.996 0.014 -0.006 0.008
Si 9.596 9.606 12.776 -0.018 -0.01 -0.02
Si 9.591 13.469 12.925 -0.004 -0.003 0.012
Si 13.452 1.924 12.882 0.007 0.017 0.007
Si 13.428 5.754 12.955 -0.004 0.01 0.013
Si 13.384 9.602 12.757 -0.003 -0.002 -0.019
Si 13.431 13.472 12.912 0.003 -0.003 0.026
Si 15.357 1.912 14.259 -0.005 -0.003 -0.047
Si 15.319 5.742 14.361 0.047 -0.004 -0.001
Si 15.337 9.593 14.001 0.012 -0.008 -0.054
Si 15.367 13.451 14.26 0.024 -0.002 -0.038
Si 3.852 1.949 14.327 0 -0.016 -0.028
Si 3.839 5.758 14.402 -0.01 -0.006 -0.027
Si 3.848 9.598 14.204 -0.016 0.02 -0.024
Si 3.842 13.485 14.362 -0.013 0.004 -0.027
Si 7.687 1.941 14.28 0.001 -0.001 -0.044
Si 7.676 5.754 14.322 0.004 0.001 -0.014
Si 7.656 9.641 14.059 0.008 0.006 -0.044
Si 7.676 13.505 14.313 0 0.004 -0.028
Si 11.551 1.921 14.256 -0.005 -0.009 -0.032
Si 11.563 5.763 14.411 -0.045 -0.005 -0.02
Si 11.488 9.579 14.142 -0.005 0.019 -0.022
Si 11.51 13.448 14.293 -0.016 -0.003 -0.028
Si 15.384 -0.018 15.622 0.028 0.015 0.031
Si 15.316 3.778 15.719 0.004 0.004 0.046
Si 15.305 7.813 15.493 -0.004 -0.022 0.038
Si 15.293 11.419 15.422 -0.002 0.03 0.033
Si 3.867 0.047 15.74 0 -0.004 0.049
Si 3.849 3.825 15.792 0.007 0.032 0.047
Si 3.843 7.746 15.68 0.001 -0.041 0.045
Si 3.857 11.486 15.616 -0.002 0.029 0.039
Si 7.688 0.05 15.698 0.004 0.017 0.044
Si 7.706 3.83 15.709 0 -0.017 0.032
Si 7.662 7.797 15.47 0 -0.01 0.023
Si 7.672 11.482 15.496 -0.001 0.018 0.049
Si 11.543 0.001 15.626 -0.017 0.007 0.033
Si 11.569 3.775 15.731 0.007 0.016 0.056
Si 11.543 7.781 15.671 0.023 -0.029 0.089
Si 11.496 11.454 15.549 0.021 0.002 0.064
Si 17.269 0.398 16.967 0.093 -0.191 -0.903
Si 17.234 3.519 17.036 0.1 0.231 -0.809
Si 17.195 8.11 16.825 0.146 -0.156 -0.814
Si 17.2 11.149 16.709 0.149 0.046 -0.807
Si 5.804 0.342 17.095 -0.061 -0.21 -0.85
Si 5.827 3.482 17.082 -0.108 0.189 -0.825
Si 5.847 8.079 16.91 -0.189 -0.187 -0.772
Si 5.829 11.169 16.892 -0.166 0.17 -0.808
Si 9.646 0.411 16.954 -0.005 -0.167 -0.878
Si 9.637 3.539 17.042 0.025 0.198 -0.806
Si 9.514 8.116 16.833 0.189 -0.148 -0.813
Si 9.548 11.188 16.853 0.138 0.159 -0.837
Si 13.473 0.113 16.967 -0.048 -0.142 -0.743
Si 13.444 3.26 17.096 0.003 0.213 -0.852
Si 13.495 8.467 16.847 -0.144 0.276 -0.654
Si 13.426 10.924 16.766 -0.047 -0.33 -0.612
Si 11.42 3.856 22.297 0.106 0.033 -0.127
Si 17.693 5.894 18.854 -0.131 -0.159 -0.169
Si 11.07 9.806 24.094 0.05 0.013 0.006
Si 11.848 -0.301 28.588 -0.005 -0.132 0.192
Si 4.153 1.626 23.662 0.113 0.019 0.039
Si 8.943 14.159 21.81 0.071 0.012 -0.07
Si 15.334 8.117 23.007 0.031 0.04 0.047
Si 5.38 13.343 19.031 0.017 0.098 -0.173
Si 7.286 12.233 26.072 0.031 0.027 0.045
Si 9.919 13.439 19.023 0.143 -0.007 -0.237
Si 9.194 5.893 21.955 0.074 0.057 -0.116
Si 9.062 7.652 24.495 -0.078 -0.085 -0.073
Si 13.065 13.096 19.029 -0.028 0.043 -0.314
Si 12.684 9.101 21.653 0.038 0.089 -0.107
Si 10.051 5.987 18.924 -0.116 -0.123 -0.19
Si 14.055 13.257 27.166 0.095 0.087 0.091
Si 16.152 -0.599 25.673 0.064 -0.116 0.045
Si 13.374 4.3 20.112 0.062 0.031 -0.192
Si 9.562 12.379 24.059 -0.057 0.044 -0.012
Si 17.581 13.386 18.8 0.083 0.095 -0.204
Si 15.541 3.149 22.039 -0.165 0.046 -0.097
Si 16.754 0.491 23.015 0 0.092 -0.02
Si 13.046 10.322 26.527 -0.074 -0.117 0.124
Si 5.381 5.855 18.93 0.141 -0.032 -0.098
Si 11.736 1.561 24.117 0 0.073 -0.016
Si 9.698 10.421 30.311 0.057 0.024 0.084
Si 13.591 3.793 24.276 -0.153 0.007 -0.06
Si 11.579 8.61 28.684 0.047 -0.003 0.143
Si 17.12 6.598 27.616 -0.11 -0.122 0.174
Si 17.51 12.052 25.562 0.066 0.055 0.06
Si 14.813 7.937 26.082 0.031 -0.081 0.008
Si 6.654 0.058 23.119 0.006 0.059 -0.07
Si 16.799 12.581 28.437 0.052 0.067 0.074
Si 15.333 4.532 28.797 0.148 -0.01 0.123
Si 5.861 4.227 31.154 -0.007 -0.044 0.213
Si 5.944 8.037 24.249 0.093 -0.047 -0.055
Si 4.933 11.072 24.269 -0.119 -0.013 0.006
Si 7.401 -0.048 26.135 -0.03 0.043 -0.105
Si 17.713 0.066 28.168 -0.127 0.003 0.063
Si 4.488 5.98 26.211 -0.009 -0.029 -0.003
Si 16.085 11.023 23.242 -0.106 -0.011 -0.106
Si 4.021 4.626 23.592 -0.053 0.039 0.002
Si 13.293 5.403 26.807 -0.063 0 0.075
Si 17.402 13.253 21.746 0.077 -0.004 -0.062
Si 9.056 4.16 31.186 0.029 0.1 0.177
Si 7.413 11.71 29.029 0.102 0.111 0.264
Si 8.935 3.889 28.179 -0.054 -0.029 0.138
Si 5.054 13.096 22.051 0.013 -0.036 -0.216
Si 5.285 11.861 31.134 -0.005 -0.001 0.281
Si 12.82 7.056 19.457 0.14 -0.019 -0.136
Si 13.447 12.068 21.766 0.018 -0.022 -0.222
Si 17.17 5.759 21.901 -0.062 -0.014 -0.078
Si 9.724 13.235 30.036 0.021 0.024 0.184
Si 10.071 1.362 26.676 0.002 0.019 0.074
Si 10.366 6.225 26.924 0.1 0.109 0.077
Si 4.787 1.414 26.802 -0.073 0.034 0.008
Si 13.538 8.033 30.999 -0.051 0.057 0.255
Si 13.571 0.487 31.038 0.05 -0.09 0.3
Si 11.533 14.177 23.229 -0.027 -0.016 -0.098
Si 17.502 11.642 31.192 -0.029 -0.041 0.349
Si 6.115 5.983 22.004 -0.035 0.093 -0.186
Si 16.238 1.848 30.196 -0.063 0.124 0.259
Si 16.225 6.837 30.415 0.041 -0.034 0.12
Si 5.788 4.027 28.112 0.087 -0.013 0.116
Si 1.9 -0.001 0.643 0.006 0.02 -0.001
Si 1.889 3.849 0.631 0.007 -0.007 -0.005
Si 1.893 7.684 0.662 0.007 0.014 0.002
Si 1.92 11.551 0.66 0.004 -0.014 -0.001
Si 5.747 -0.009 0.65 0.005 0.012 0.001
Si 5.751 3.865 0.636 0.002 -0.002 -0.001
Si 5.752 7.673 0.662 -0.001 0.002 0.006
Si 5.742 11.55 0.659 0.002 -0.012 -0.001
Si 9.606 -0.012 0.662 -0.001 -0.002 -0.001
Si 9.601 3.857 0.648 0.006 -0.007 -0.007
Si 9.61 7.685 0.67 -0.007 0.006 0
Si 9.596 11.56 0.666 -0.006 -0.006 0.004
Si 13.446 -0.005 0.645 -0.006 0.004 -0.006
Si 13.443 3.853 0.631 -0.009 -0.012 -0.007
Si 13.436 7.689 0.654 0 0.015 0
Si 13.457 11.544 0.649 0 -0.015 0.002
Si 1.896 1.927 1.996 -0.003 -0.002 0
Si 1.905 5.76 2.015 0.01 0.001 0.003
Si 1.9 9.617 2.012 -0.013 -0.002 0.004
Si 1.91 13.471 2.021 -0.005 -0.003 0.002
Si 5.751 1.93 1.99 -0.006 -0.003 -0.005
Si 5.746 5.763 2.028 0.006 -0.001 0.005
Si 5.75 9.613 2.007 -0.004 0.002 -0.004
Si 5.745 13.467 2.027 -0.001 0 0.002
Si 9.601 1.926 2.002 0.004 -0.002 0
Si 9.604 5.765 2.029 -0.007 0.003 0.004
Si 9.601 9.623 2.014 0.006 0.001 -0.003
Si 9.602 13.467 2.039 -0.005 0.001 0.006
Si 13.447 1.927 1.995 0.007 -0.002 0.003
Si 13.439 5.765 2.013 0.002 0.001 0
Si 13.45 9.618 2.01 0.007 0.002 0.003
Si 13.445 13.463 2.017 -0.004 0.003 0.004
Si 15.365 1.924 3.362 -0.002 0 -0.006
Si 15.366 5.767 3.373 -0.002 -0.001 -0.001
Si 15.368 9.618 3.377 0 0.004 0.004
Si 15.369 13.464 3.378 0.001 0.001 0.002
Si 3.826 1.927 3.354 -0.001 0.012 -0.001
Si 3.823 5.763 3.384 0.004 -0.003 0.003
Si 3.827 9.613 3.372 0.001 -0.011 -0.001
Si 3.826 13.468 3.39 0.005 0.007 0
Si 7.672 1.925 3.356 -0.001 0.002 -0.007
Si 7.674 5.767 3.381 -0.002 -0.006 0.003
Si 7.673 9.617 3.371 -0.001 -0.003 0
Si 7.67 13.466 3.386 0.001 0.004 0.003
Si 11.526 1.925 3.362 0 0.001 -0.002
Si 11.526 5.765 3.387 -0.005 -0.009 0
Si 11.525 9.62 3.375 0.002 0.005 -0.001
Si 11.529 13.463 3.391 -0.005 -0.006 0.002
Si 15.368 0.008 4.731 -0.002 0.008 -0.003
Si 15.367 3.84 4.73 0.003 -0.008 -0.003
Si 15.368 7.692 4.736 0.006 0.007 -0.002
Si 15.369 11.539 4.742 -0.004 -0.005 -0.002
Si 3.828 0.015 4.735 -0.001 0.003 -0.003
Si 3.826 3.835 4.735 0.001 -0.003 -0.001
Si 3.826 7.692 4.739 -0.003 0.001 -0.004
Si 3.827 11.535 4.741 -0.005 -0.004 -0.007
Si 7.671 0.013 4.731 -0.002 0.003 -0.004
Si 7.672 3.837 4.73 0.003 -0.003 -0.004
Si 7.673 7.695 4.736 -0.001 -0.002 -0.004
Si 7.671 11.536 4.74 0 -0.001 -0.004
Si 11.526 0.01 4.738 0.003 0.003 -0.002
Si 11.525 3.837 4.739 0 -0.004 -0.001
Si 11.524 7.696 4.74 -0.001 0.005 -0.003
Si 11.525 11.536 4.748 0.001 0 0
Si 1.903 0.014 6.094 -0.006 0 0
Si 1.902 3.835 6.093 -0.001 0.003 0
Si 1.903 7.693 6.101 0.004 -0.009 0.005
Si 1.905 11.535 6.105 -0.001 0.005 0.005
Si 5.752 0.018 6.097 0.004 0.005 0.001
Si 5.751 3.834 6.093 0 0 -0.001
Si 5.751 7.691 6.1 -0.001 -0.005 0.005
Si 5.75 11.534 6.106 0.002 0.003 0.006
Si 9.594 0.013 6.091 -0.006 0.001 0
Si 9.594 3.834 6.09 -0.008 -0.001 -0.001
Si 9.595 7.694 6.097 -0.003 -0.007 0.003
Si 9.594 11.536 6.102 0.001 0.004 0.006
Si 13.451 0.011 6.099 0.004 -0.003 0.002
Si 13.45 3.835 6.097 0.002 0.001 0.001
Si 13.448 7.692 6.103 0.002 -0.007 0.003
Si 13.45 11.535 6.11 0.003 0.007 0.008
Si 1.903 1.925 7.474 -0.001 0.001 0.004
Si 1.904 5.759 7.447 0.001 0 -0.003
Si 1.904 9.612 7.473 -0.004 -0.001 -0.002
Si 1.904 13.474 7.446 0.006 0.007 -0.004
Si 5.753 1.929 7.48 -0.002 0.006 0.002
Si 5.751 5.756 7.448 0.001 -0.007 -0.003
Si 5.75 9.609 7.472 -0.002 -0.012 0.001
Si 5.752 13.476 7.445 -0.005 0.004 -0.001
Si 9.593 1.925 7.471 0.006 0.003 0.002
Si 9.591 5.758 7.442 0.004 -0.009 -0.006
Si 9.591 9.613 7.469 0 0.001 -0.002
Si 9.589 13.475 7.443 0.004 0.005 -0.003
Si 13.453 1.924 7.478 0 0.002 0.003
Si 13.451 5.758 7.451 -0.004 -0.003 0
Si 13.45 9.61 7.476 0 0.003 0.003
Si 13.452 13.473 7.452 -0.008 0.003 0.002
Si 15.375 1.926 8.85 -0.003 0.003 0.001
Si 15.374 5.754 8.814 0.011 -0.005 -0.002
Si 15.373 9.607 8.846 0.003 -0.004 0.006
Si 15.376 13.474 8.815 0.001 0.003 -0.004
Si 3.825 1.929 8.842 0.003 0 0.001
Si 3.827 5.746 8.803 -0.004 0.001 -0.008
Si 3.828 9.606 8.837 0 0.002 0.003
Si 3.829 13.489 8.8 -0.003 -0.005 -0.007
Si 7.676 1.931 8.849 -0.004 0.001 0.002
Si 7.672 5.75 8.809 0.002 0 -0.006
Si 7.67 9.607 8.842 0.004 0 0.003
Si 7.67 13.481 8.81 0.001 0.004 -0.005
Si 11.52 1.926 8.828 -0.005 0 -0.001
Si 11.516 5.744 8.791 -0.013 0.007 -0.007
Si 11.516 9.609 8.826 0 -0.004 0.01
Si 11.517 13.484 8.789 -0.001 -0.002 -0.005
Si 15.381 -0.006 10.203 -0.002 0.009 0.003
Si 15.38 3.856 10.212 -0.013 -0.007 0.001
Si 15.376 7.658 10.189 -0.005 0.023 0.003
Si 15.376 11.557 10.179 0.008 -0.011 0.001
Si 3.83 0.003 10.198 -0.002 0.01 0.001
Si 3.823 3.854 10.206 0.004 -0.005 0.004
Si 3.824 7.649 10.171 0.007 0.01 0.004
Si 3.832 11.572 10.149 0.002 -0.008 0
Si 7.671 0 10.202 0.002 0.011 -0.001
Si 7.681 3.86 10.216 -0.002 -0.014 -0.002
Si 7.67 7.653 10.182 -0.001 0.013 -0.003
Si 7.664 11.563 10.17 0 -0.022 -0.001
Si 11.517 -0.001 10.178 -0.001 0 0
Si 11.518 3.85 10.19 0.008 0 0.001
Si 11.508 7.65 10.152 0.007 -0.001 0.001
Si 11.511 11.571 10.142 -0.003 0 -0.001
O 17.234 1.948 17.51 -0.127 -0.018 0.448
O 13.514 14.434 18.218 0.286 -0.039 0.314
O 17.093 4.46 18.382 -0.375 0.004 0.484
O 16.13 1.648 22.07 0.102 -0.105 -0.235
O 16.964 7.102 18.082 -0.567 0.039 0.337
O 17.226 9.653 17.394 -0.047 -0.033 0.363
O 16.948 12.275 17.84 -0.415 0.168 0.079
O 17.195 -0.516 18.311 -0.176 0.136 0.583
O 6.042 12.149 18.174 0.248 0.133 0.26
O 14.713 14.078 25.925 -0.175 0.221 -0.239
O 11.299 0.762 27.521 0.08 0.441 -0.222
O 5.459 6.001 20.527 -0.1 0.23 0.22
O 9.724 -0.545 18.258 -0.306 -0.064 0.344
O 5.823 9.627 17.455 0.057 0.145 0.662
O 5.865 -0.609 18.434 0.383 0.11 0.438
O 11.482 13.212 19.359 -0.014 0.103 0.569
O 17.392 11.782 27.154 0.146 -0.401 0.118
O 11.69 8.921 22.903 -0.15 -0.52 -0.04
O 9.627 1.961 17.514 -0.122 -0.036 0.477
O 9.676 4.506 18.373 -0.088 -0.128 0.373
O 5.813 1.914 17.591 0.086 0.052 0.324
O 10.667 13.512 24.439 0.158 0.214 0.762
O 9.536 9.649 17.428 -0.011 -0.007 0.483
O 9.902 8.982 24.809 -0.228 0.373 0.417
O 13.398 11.759 18.178 -0.038 -0.171 0.287
O 13.462 1.666 17.506 -0.111 0.045 0.34
O 13.422 4.011 18.531 -0.077 0.428 0.089
O 12.548 4.528 23.263 0.075 0.693 -0.168
O 13.662 5.908 20.259 0.435 0.32 0.485
O 5.385 2.847 31.848 -0.13 -0.166 -0.375
O 9.517 13.563 31.608 -0.038 -0.206 -0.157
O 8.207 10.46 29.682 -0.404 -0.651 0.035
O 9.501 3.811 29.689 0.513 -0.196 -0.119
O 16.866 2.464 31.575 0.185 0.572 -0.276
O 7.388 0.239 24.543 0.25 0.034 -0.092
O 16.284 7.556 26.618 0.249 0.447 -0.016
O 17.387 1.077 29.377 0.383 -0.031 -0.008
O 13.432 11.866 26.674 -0.053 -0.014 -0.339
O 16.843 11.632 29.73 -0.41 -0.405 -0.327
O 9.722 6.23 20.474 0.077 0.258 0.167
O 5.942 11.832 29.672 -0.256 -0.117 -0.362
O 14.126 8.495 22.019 0.159 0.059 -0.291
O 8.703 11.966 25.343 0.294 -0.169 0.123
O 12.524 13.057 22.644 0.177 -0.15 0.056
O 13.204 9.409 31.793 -0.373 0.055 -0.378
O 16.494 14.419 22.376 -0.372 -0.156 -0.138
O 18.619 6.507 27.069 0.217 0.388 0.213
O 12.18 8.195 20.413 -0.568 0.186 0.133
O 13.865 4.647 28.121 -0.595 -0.178 0.231
O 14.427 3.348 20.881 0.193 -0.323 -0.168
O 5.13 7.164 25.336 0.118 0.363 0.079
O 6.268 0.804 26.879 0.113 0.045 0.576
O 10.487 1.494 25.124 -0.293 -0.105 -0.179
O 10.469 11.797 29.928 0.574 -0.056 -0.077
O 15.088 0.775 30.578 0.156 -0.479 -0.174
O 11.625 6.275 18.687 0.391 -0.4 -0.279
O 9.681 2.814 27.251 0.395 0.304 -0.184
O 10.448 -0.701 22.123 0.072 0.309 -0.474
O 17.592 6.199 20.417 0.291 0.287 0.306
O 10.018 4.615 22.49 -0.243 -0.254 0.319
O 5.336 4.288 29.641 -0.426 0.094 -0.338
O 17.245 11.824 22.465 0.241 -0.147 -0.222
O 15.145 7.986 30.786 0.348 0.533 -0.114
O 17.134 10.238 31.902 -0.319 0.004 -0.617
O 18.351 0.66 23.179 0.182 -0.27 -0.285
O 5.604 8.05 32.677 -0.024 -0.01 -0.549
O 8.82 0.356 26.763 0.048 -0.218 0.222
O 17.212 6.583 31.667 0.341 -0.19 -0.315
O 13.465 -0.933 31.825 -0.085 -0.039 -0.503
O 13.962 4.73 25.509 0.696 -0.126 -0.101
O 16.279 9.433 23.026 0.543 -0.153 0.121
O 10.377 11.12 23.472 -0.139 -0.088 -0.226
O 7.347 3.615 28.111 0.014 -0.352 0.045
O 18.421 5.711 22.914 0.029 0.485 0.105
O 14.948 3.463 23.499 0.491 0.054 0.364
O 9.597 2.949 32.08 0.449 0.038 -0.402
O 7.816 -0.061 21.979 0.049 0.485 -0.295
O 9.327 7.129 22.983 0.416 0.163 -0.276
O 8.61 12.981 22.889 -0.507 -0.178 -0.025
O 9.496 0.452 32.789 -0.087 0.096 -0.389
O 3.854 5.894 18.429 -0.123 0.207 -0.391
O 10.83 7.528 27.754 -0.318 0.016 0.149
O 4.001 4.823 25.19 -0.109 -0.54 0.056
O 16.976 12.922 32.039 -0.37 -0.191 -0.024
O 16.593 0.212 27.004 -0.378 0.216 -0.201
O 5.694 13.243 31.86 0.075 0.126 -0.258
O 5.769 13.137 20.589 0.389 -0.246 0.367
O 9.247 5.393 27.715 -0.292 0.229 -0.212
O 15.396 5.477 30.112 -0.151 -0.345 0.536
O 17.094 7.234 29.112 0.324 0.333 -0.081
O 16.268 11.316 24.821 -0.27 -0.231 0.122
O 13.09 6.752 31.885 -0.088 0.027 -0.372
O 9.427 12.201 18.118 -0.328 -0.098 0.208
O 13.726 6.963 26.788 -0.102 0.228 0.507
O 5.981 4.438 18.411 0.169 -0.017 0.591
O 17.302 13.663 25.336 0.263 0.404 -0.323
O 16.043 0.467 24.468 -0.138 0.497 -0.019
O 16.105 6.818 22.465 -0.081 -0.245 -0.167
O 4.327 1.527 25.262 -0.202 0.122 -0.02
O 11.911 3.982 20.753 -0.397 -0.238 -0.222
O 17.691 13.917 28.69 0.365 -0.178 0.24
O 5.58 0.348 32.675 0.213 -0.077 -0.493
O 16.669 4.243 21.755 0.554 -0.1 -0.248
O 10.596 -1.061 29.264 -0.281 -0.039 -0.183
O 9.549 10.418 31.914 -0.097 0.495 -0.14
O 7.11 13.79 26.406 -0.331 0.15 0.073
O 9.641 5.548 31.788 0.518 0.255 -0.381
O 3.566 13.653 21.815 -0.136 0.458 0.25
O 9.506 7.976 32.76 0.014 0.1 -0.41
O 3.791 13.233 18.817 -0.02 -0.012 -0.14
O 13.32 11.908 32.663 -0.237 0.095 -0.325
O 13.074 1.694 31.981 -0.229 0.106 -0.406
O 13.247 4.223 32.748 -0.236 0.122 -0.307
O 14.405 9.444 26.478 0.231 0.355 -0.024
O 19.085 11.779 31.027 0.058 -0.107 -0.341
O 5.578 5.366 27.232 0.473 0.393 0.132
O 17.113 0.156 32.721 0.058 -0.078 -0.265
O 5.803 10.588 31.977 0.312 0.075 -0.374
O 16.936 13.105 20.225 -0.638 -0.125 0.184
O 7.459 4.27 31.252 -0.021 0.257 0.21
O 15.252 12.992 28.221 -0.363 -0.181 0.283
O 4.851 2.864 27.505 -0.241 0.018 0.124
O 12.31 0.09 23.767 0.354 -0.2 -0.007
O 7.641 5.537 21.836 0.091 -0.474 -0.048
O 10.504 9.165 29.749 -0.213 -0.447 0.309
O 5.483 4.858 22.965 0.518 -0.284 0.249
O 7.265 11.426 27.459 -0.178 -0.444 -0.276
O 13.72 7.796 18.339 0.553 0.187 0.388
O 5.898 7.409 22.746 -0.168 0.303 -0.405
O 14.768 7.779 24.478 -0.233 -0.252 -0.167
O 9.248 7.094 18.07 -0.426 -0.122 0.38
O 12.232 10.168 25.142 0.032 0.368 -0.017
O 12.625 0.483 29.752 -0.126 0.506 -0.079
O 12.136 9.812 27.763 -0.009 0.484 0.173
O 12.781 7.977 29.575 0.053 -0.438 -0.21
O 8.982 13.522 20.33 -0.51 -0.021 0.266
O 6.09 11.745 25.143 -0.152 -0.096 0.134
O 5.001 11.635 22.745 0.069 -0.333 -0.406
O 5.298 5.521 31.933 -0.283 0.042 -0.359
O 19.166 0.441 27.592 0.133 -0.419 0.23
O 15.638 3.024 29.262 -0.323 -0.247 -0.345
O 12.919 2.42 24.804 0.481 -0.207 0.537
O 3.642 3.102 23.265 -0.213 -0.114 -0.519
O 11.686 5.302 26.718 -0.113 -0.329 -0.012
O 5.233 9.485 24.217 -0.068 -0.19 -0.233
O 18.902 11.474 24.966 -0.103 -0.022 0.22
O 13.846 12.91 20.435 0.633 0.384 0.266
O 14.681 11.598 22.695 0.023 -0.147 0.394
O 5.564 1.254 22.931 0.172 0.277 -0.371
O 7.501 8.024 24.708 -0.002 0.122 0.372
O 9.647 6.556 25.52 -0.246 -0.195 -0.253
O 12.727 10.684 21.29 -0.473 0.085 -0.059
O 16.432 5.119 27.737 0.262 -0.273 -0.39
O 12.868 14.081 27.862 -0.022 0.124 -0.099
O 5.817 14.063 23.087 -0.024 -0.288 0.36
O 11.275 2.31 22.749 -0.241 -0.257 -0.434
O 6.094 7.109 18.204 0.439 0.133 0.222
O 8.265 13.066 29.337 -0.139 0.621 -0.128

Results
total energy: -106934.983 eV
total energy less fixed offsets of O -438.35, Si -107.03 eV per atom: -1.123 eV
